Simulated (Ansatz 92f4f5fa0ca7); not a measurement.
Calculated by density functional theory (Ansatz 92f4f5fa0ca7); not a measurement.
Periodic cell of 223 atoms, Si132O90As1, from a study of silicon, its oxide and their interface. The atomic structure is a simulated model.
Doubt: the cutoff is far below the 930 eV that the study's wrapper takes by default for these files, so forces and energies are approximate.
This geometry differs little from another in the collection (a relaxation step or a small displacement).

Settings: functional PBE; potential files Ansatz PAW; basis plane waves; wave-function cutoff 580 eV; density cutoff ratio 5; exchange-correlation grid ratio 1; k mesh 1 x 1 x 1, Gamma-centred; self-consistency stop 5e-08 eV per atom in the density residual; occupations fixed; spin none; net charge +1 e, with a uniform compensating background and no finite-size correction.

Cell vectors (angstrom)
a  10.938  0  0
b  0  10.938  0
c  0  0  32.1988

Atoms: element, x, y, z (angstrom)
Si  10.5815  0.2235  24.8555
Si  5.7312  10.6807  24.7323
Si  2.4734  2.9175  24.6268
Si  8.4186  2.4657  24.8164
Si  0.2696  5.1682  24.7454
Si  5.1467  5.7497  24.6792
Si  2.9284  8.0073  24.5881
Si  7.9341  8.4379  24.7201
Si  1.3257  1.3834  26.0261
Si  6.8403  1.3089  26.1148
Si  4.0374  4.1057  25.9808
Si  9.6034  4.0598  26.0792
Si  1.3947  6.826  25.9954
Si  6.7628  6.8539  26.0163
Si  4.0985  9.5332  25.9923
Si  9.4589  9.5677  26.1416
Si  2.724  -0.0069  27.3333
Si  8.156  -0.0206  27.5541
Si  0.0082  2.7164  27.4821
Si  5.4356  2.7448  27.3541
Si  2.7256  5.4666  27.4231
Si  8.1806  5.4724  27.3431
Si  -0.0098  8.1812  27.3636
Si  5.4372  8.1987  27.4433
Si  4.0777  1.3643  28.734
Si  9.5765  1.3528  28.8374
Si  1.3663  4.1058  28.8053
Si  6.8253  4.102  28.7311
Si  4.0961  6.8165  28.797
Si  9.5516  6.823  28.7422
Si  1.3628  9.5659  28.7264
Si  6.7846  9.5439  28.8533
Si  0.0206  -0.0258  30.1555
Si  5.4244  0.0118  30.1555
Si  2.7373  2.725  30.1453
Si  8.1884  2.7466  30.1326
Si  -0.0223  5.4667  30.1359
Si  5.4808  5.4544  30.145
Si  2.72  8.2089  30.1193
Si  8.203  8.1769  30.1584
Si  1.3805  1.3514  31.5235
Si  6.8227  1.3786  31.4917
Si  4.116  4.085  31.5114
Si  9.5607  4.0958  31.511
Si  1.3516  6.8468  31.4778
Si  6.8462  6.8107  31.5328
Si  4.0736  9.5669  31.5154
Si  9.581  9.5515  31.5157
Si  2.7423  -0.0055  0.7122
Si  8.1963  0.0064  0.6491
Si  -0.0003  2.7268  0.6792
Si  5.4823  2.7253  0.6934
Si  2.7333  5.4885  0.6363
Si  8.2167  5.4456  0.7069
Si  0.014  8.1878  0.6857
Si  5.4674  8.2072  0.6758
Si  4.1331  1.358  2.0681
Si  9.5613  1.3455  2.0431
Si  1.3827  4.1263  2.0072
Si  6.8569  4.0727  2.0694
Si  4.1035  6.8254  2.0378
Si  9.5877  6.829  2.0506
Si  1.3833  9.5402  2.0592
Si  6.8268  9.6031  2.0323
Si  0.0093  -0.0277  3.3886
Si  5.5016  0.0098  3.4778
Si  2.7721  2.7848  3.3564
Si  8.1882  2.6779  3.4538
Si  0.0287  5.4729  3.4186
Si  5.4777  5.4497  3.3965
Si  2.7814  8.2109  3.4445
Si  8.2037  8.2229  3.3613
Si  1.3902  1.4065  4.6312
Si  6.856  1.337  4.9296
Si  4.1633  4.0685  4.7929
Si  9.6188  4.0487  4.7446
Si  1.4474  6.7906  4.8046
Si  6.7903  6.9165  4.7144
Si  4.1379  9.5826  4.8553
Si  9.5229  9.5686  4.7722
Si  2.7579  0.1431  6.0477
Si  8.2158  -0.0663  6.2991
Si  0.041  2.6579  6.0758
Si  5.4688  2.7143  6.2974
Si  2.84  5.4514  6.1799
Si  8.0946  5.3896  5.9571
Si  0.1105  8.279  6.076
Si  5.4979  8.2282  6.2604
Si  3.8421  1.5684  7.6341
Si  9.8504  1.1373  7.4912
Si  1.6576  3.7851  7.3214
Si  6.6294  4.3894  7.5204
Si  4.3899  6.6239  7.5743
As  9.4002  6.8996  7.2794
Si  1.1867  9.9767  7.3354
Si  7.1337  9.232  7.6789
O  8.2697  8.0237  7.9991
O  2.7242  2.7256  8.0077
O  9.5154  1.3508  24.2664
O  4.0439  6.8649  24.1163
O  0.04  0.0228  8.0124
O  5.5589  5.5405  8.0444
O  6.844  9.5726  24.1928
O  1.3617  4.0603  24.159
O  3.8014  7.3126  8.9677
O  0.8632  4.4156  8.6048
O  9.7564  6.0806  8.8147
O  2.1867  9.3941  8.4861
O  7.526  3.9293  8.8134
O  4.2839  0.9026  9.079
O  6.7338  9.5682  9.2365
O  9.2175  1.8638  8.8218
O  7.7037  3.1513  23.5146
O  10.4886  5.849  23.446
O  5.0804  0.4375  23.4019
O  5.8559  5.0899  23.3555
O  3.0972  2.2096  23.2678
O  2.2898  8.7229  23.2287
O  8.6134  7.7592  23.3852
O  0.223  10.3366  23.5825
Si  4.3837  1.5709  22.461
Si  3.4893  7.9283  14.0379
Si  7.1134  0.9566  14.674
Si  0.9394  9.3566  22.515
Si  1.1829  4.3109  11.893
Si  6.2658  8.9643  15.3239
Si  0.6765  1.3754  12.3009
Si  8.6243  4.9506  20.5086
Si  0.3315  5.7273  9.3761
Si  5.1026  3.126  17.9479
Si  0.888  3.7496  16.7565
Si  10.4033  2.8486  19.2328
Si  5.2858  1.1811  10.3699
Si  0.8858  0.1788  19.8455
Si  6.6487  9.4588  10.8851
Si  9.3372  9.6791  18.3304
Si  9.3875  9.2467  12.5841
Si  6.5662  3.8448  22.5787
Si  2.4147  8.0731  9.3943
Si  10.588  7.3698  17.0802
Si  2.5118  6.2924  16.5845
Si  10.1758  4.4958  14.2023
Si  6.1378  9.1862  18.5185
Si  7.9735  2.5721  9.6084
Si  8.8804  2.146  12.4736
Si  5.3378  6.2473  18.0702
Si  3.9207  0.5573  19.463
Si  4.2784  3.8411  12.0606
Si  5.5389  6.6014  12.1447
Si  8.0137  2.5073  17.2233
Si  4.359  2.4814  14.9752
Si  1.5371  1.2193  15.2623
Si  1.5628  9.4203  12.0624
Si  8.0474  6.8529  13.8735
Si  10.3782  9.84  15.495
Si  9.803  7.0162  22.5446
Si  8.1071  5.4857  17.4074
O  6.042  7.9605  11.2906
O  6.0171  9.2068  16.8998
O  7.6758  1.3642  13.2009
O  0.9019  1.7607  13.8656
O  9.4231  6.2617  16.8793
O  6.7551  6.206  13.1425
O  5.129  4.6632  18.6131
O  9.233  2.161  18.2743
O  2.365  0.0978  19.0754
O  9.4089  10.2364  16.7705
O  2.789  4.4349  11.7159
O  5.0641  10.3245  19.1047
O  9.4272  3.2398  13.5137
O  0.4594  1.7671  19.9602
O  3.1508  1.3665  15.0711
O  8.1667  5.3737  19.0206
O  3.8934  6.6047  17.3927
O  4.5814  3.2852  16.3896
O  9.0601  5.669  14.3141
O  5.4465  2.7584  22.1329
O  10.6794  4.16  15.6952
O  0.3438  3.8727  18.29
O  10.4242  10.5179  19.2216
O  9.6367  10.0283  14.0351
O  10.9034  8.1225  22.0868
O  1.1851  2.1647  16.5343
O  9.7302  3.7492  20.4215
O  8.1349  4.0337  16.6786
O  -0.0454  9.1052  11.9172
O  6.5872  2.4224  18.014
O  5.5869  10.7173  11.21
O  7.7479  9.5941  18.8456
O  10.0274  1.0293  12.0678
O  1.1998  7.0508  9.0396
O  0.6202  4.7716  13.3539
O  5.707  7.6247  18.984
O  5.2367  5.085  11.5213
O  2.7119  6.9829  15.1186
O  0.9013  2.7531  11.4624
O  0.8561  10.6921  15.5427
O  2.3849  8.585  10.9203
O  4.6952  2.4311  11.2751
O  4.2524  3.5121  13.6848
O  2.2076  4.6818  16.4947
O  10.7046  8.2538  15.7009
O  6.9273  10.2891  14.6702
O  2.344  8.9578  13.4323
O  8.0281  1.5221  15.9134
O  4.1212  6.9969  12.8543
O  4.1765  2.0118  18.7241
O  7.2865  4.4199  21.2572
O  8.4105  2.9372  11.124
O  1.1767  6.8625  17.3591
O  5.6469  1.5699  14.7578
O  8.1313  9.7604  11.5944
O  9.2018  6.2878  21.2316
O  8.9519  7.7154  12.8551
O  1.6493  0.1246  11.8818
O  6.6416  6.1485  17.0639
O  7.398  7.8026  15.0453
O  1.2172  10.2958  21.2239
O  10.032  8.202  18.3592
O  3.9453  0.8493  21.0785
O  0.3548  5.3557  10.9362
O  6.6975  1.5798  9.6469
O  4.7797  8.7018  14.6828

Results
free energy: -139958.717 eV
free energy less fixed offsets of As -4856.12, O -568.88, Si -635.61 eV per atom: -2.877 eV

Forces (eV/angstrom), in the order of the atoms: element, x, y, z
Si  -0.0143  0.0139  0.0007
Si  0.003  -0.0104  0.0131
Si  -0.0132  0.0058  0.0079
Si  0.0201  -0.0068  0.0152
Si  -0.0001  -0.0084  0.0117
Si  -0.0001  0.0071  0.004
Si  0.0055  0.0057  -0.0015
Si  -0.0091  0.007  0.0069
Si  -0.0116  0.0033  -0.0103
Si  0.0143  -0.009  -0.014
Si  0.0026  0.0039  -0.0203
Si  0.011  -0.0125  -0.0184
Si  0.0027  -0.0048  -0.0224
Si  -0.0083  0.0009  -0.0138
Si  0.0078  -0.0086  -0.0187
Si  0.0005  0.0164  -0.012
Si  0.0007  0.0026  0.0162
Si  0.0067  0.0002  -0.0437
Si  -0.007  -0.0052  -0.0443
Si  -0.0045  0.0024  0.0187
Si  -0.0024  -0.0097  -0.0119
Si  0.0028  0.0051  0.0151
Si  -0.0108  0.0001  0.019
Si  0.0098  0.0113  -0.0289
Si  -0.0034  -0.0007  -0.012
Si  0.0036  -0.0002  0.0267
Si  0.0008  0.0125  0.026
Si  -0.0001  0.003  -0.0177
Si  -0.0001  -0.0045  0.0217
Si  0.0025  -0.0051  -0.0119
Si  0.007  -0.0024  -0.019
Si  -0.0191  -0.0108  0.032
Si  -0.0009  -0.0021  -0.0002
Si  -0.0026  -0.0051  -0.0037
Si  0.0093  -0.0098  -0.0024
Si  -0.0041  0.0068  0.0029
Si  -0.0194  0.0046  -0.0063
Si  0.0013  -0.0085  -0.0006
Si  -0.0083  0.0061  0.0023
Si  0.0159  -0.001  -0.0057
Si  -0.0065  0.0102  0.0069
Si  0.0099  -0.0121  0.0012
Si  -0.006  0.014  -0.0018
Si  0.032  -0.0041  -0.0042
Si  0.0111  -0.017  -0.0028
Si  -0.0057  0.0176  0.0021
Si  0.0104  0.0008  -0.0005
Si  -0.0266  -0.0028  -0.0031
Si  0.0047  -0.0149  -0.0041
Si  0.0146  -0.0025  0.0063
Si  -0.0344  -0.0016  0.0145
Si  -0.0091  0.005  -0.0131
Si  0.0014  0.0052  0.0081
Si  0.0002  -0.0053  -0.0152
Si  0.0029  0.0128  -0.0206
Si  -0.0028  -0.0117  0.0165
Si  0.0044  -0.0067  0.0064
Si  0.0153  0.0006  -0.0064
Si  -0.0017  0.0199  0.0075
Si  0.003  0.0112  0.0048
Si  0.0041  0.0037  0.0059
Si  -0.013  0.0001  0.0279
Si  -0.01  -0.0057  0.0044
Si  0.0254  -0.0238  0.0086
Si  -0.0979  -0.0294  -0.0376
Si  -0.017  0.0003  0.0309
Si  0.0177  0.0367  -0.0547
Si  0.0558  -0.0239  0.0224
Si  0.0419  -0.0403  -0.0187
Si  -0.0225  0.0379  -0.0078
Si  0.0076  -0.0246  0.0337
Si  -0.0471  0.0075  -0.022
Si  -0.0059  -0.0293  0.0042
Si  -0.0226  0.0172  -0.015
Si  0.0205  0.0169  0.0334
Si  -0.0571  0.0438  0.0213
Si  -0.0273  0.0532  0.0087
Si  0.0396  -0.0086  0.0483
Si  -0.0447  0.0166  -0.0628
Si  0.1107  0.0006  0.0521
Si  0.0286  -0.0244  0.054
Si  0.0282  -0.0075  -0.0001
Si  -0.0165  0.0229  -0.0158
Si  -0.0021  0.0041  0.0624
Si  0.014  -0.0063  0.0287
Si  -0.039  0.0436  0.0045
Si  -0.1094  -0.0288  0.0137
Si  0.0386  -0.0489  -0.0017
Si  0.0292  0.007  -0.063
Si  -0.0509  -0.042  0.0545
Si  -0.0495  0.0922  0.262
Si  -0.017  0.0921  -0.0362
Si  0.0843  -0.0981  -0.0512
As  -0.0106  0.1352  -0.0806
Si  -0.0086  -0.0652  -0.0189
Si  0.3378  -0.3212  0.2853
O  -0.2081  0.3305  -0.1043
O  -0.0502  0.0614  -0.1452
O  0.0022  -0.0042  0.0206
O  0.0024  -0.0052  0.0376
O  0.0115  0.0178  -0.0373
O  -0.0774  -0.0624  -0.0169
O  -0.0002  0.0002  0.021
O  0.0058  0.0033  0.028
O  -0.026  0.0382  0.0069
O  0.0597  0.018  -0.1254
O  0.1439  -0.0854  0.108
O  -0.022  0.0341  -0.0338
O  -0.002  -0.0529  -0.0009
O  0.0117  -0.0044  0.0283
O  0.0475  -0.0634  -0.2224
O  0.0011  -0.0093  -0.0403
O  -0.0175  0.0123  0.0127
O  -0.0111  0.0133  0.0088
O  -0.0103  0.0155  0.0095
O  0.0118  -0.0163  0.0122
O  0.0183  -0.0139  0.011
O  -0.0162  0.0097  0.0112
O  0.0192  -0.0144  0.0138
O  0.0127  -0.0207  0.0175
Si  0.0014  0.0032  -0.0406
Si  0.0072  -0.0046  0.0748
Si  -0.004  0.0067  0.0633
Si  0.0045  -0.0046  -0.0387
Si  0.0056  -0.0151  0.1074
Si  -0.0066  -0.0016  0.0582
Si  -0.0024  0.0129  0.0919
Si  -0.0024  0.0024  -0.0328
Si  -0.1665  -0.0741  -0.0794
Si  0.0023  -0.0036  0.006
Si  -0.0023  0.0044  0.0303
Si  0.002  -0.0003  -0.0097
Si  -0.0011  -0.0017  0.067
Si  0.0101  -0.0067  -0.0251
Si  -0.0091  -0.0097  0.0635
Si  -0.0032  0.0073  0.002
Si  0.0015  -0.0103  0.0937
Si  -0.0033  -0.0007  -0.0437
Si  -0.0491  -0.0718  0.0719
Si  0.0036  -0.007  0.0159
Si  0.0039  -0.0007  0.0284
Si  0.0064  -0.009  0.0612
Si  -0.0073  0.0056  -0.0082
Si  -0.0021  0.0585  0.0506
Si  -0.0096  -0.0007  0.0816
Si  -0.0011  0.0019  -0.0089
Si  -0.0051  -0.0041  -0.0141
Si  -0.0072  0.0147  0.0966
Si  0.0086  0  0.0997
Si  0.0013  0.0037  0.0183
Si  0.0107  -0.0054  0.0587
Si  0.0008  -0.0015  0.0513
Si  -0.0031  0.0023  0.0982
Si  -0.0032  0.0055  0.0634
Si  0.0024  0.0002  0.0482
Si  0.0014  0.0019  -0.0462
Si  -0.001  -0.0033  0.0189
O  0.0077  0.0023  -0.0497
O  0.0011  0.0016  -0.0196
O  0.001  -0.0008  -0.0352
O  -0.0012  -0.0052  -0.0383
O  0.0037  0.0046  -0.0094
O  -0.0048  -0.0013  -0.0417
O  0.0008  0.0028  0.0094
O  -0.0111  0.001  -0.0012
O  -0.0014  0.0006  0.0084
O  0.0031  -0.0007  -0.0184
O  0.003  -0.0017  -0.0466
O  0.0046  -0.0052  0.0098
O  0.0108  0.0054  -0.028
O  -0.0044  0.003  0.0183
O  -0.0009  0.0023  -0.0271
O  -0.0036  0.004  -0.006
O  -0.0045  -0.0015  -0.0051
O  -0.0049  -0.0023  -0.0293
O  0.0033  -0.0031  -0.0279
O  -0.0007  -0.0017  0.0303
O  0.0016  0.0054  -0.0335
O  0.0063  0.0037  -0.0093
O  -0.0059  -0.0038  0.0053
O  -0.0025  0.004  -0.0377
O  0.0012  0.0005  0.0309
O  0.0015  0.0005  -0.0204
O  0.0042  -0.0059  0.0166
O  0.0008  0.0009  -0.0135
O  0.0076  0.0048  -0.0462
O  0.0007  0.0016  0.0013
O  -0.0047  0.0085  -0.0463
O  0.005  -0.0009  0.0112
O  0.0086  0.0016  -0.043
O  0.0808  0.0652  -0.0252
O  -0.0129  -0.0038  -0.0419
O  -0.0011  -0.0055  0.0154
O  -0.0044  -0.0071  -0.0429
O  0.0036  0.0069  -0.0278
O  -0.003  -0.007  -0.0378
O  0.0003  0  -0.0208
O  -0.0002  -0.0006  -0.0613
O  -0.0003  -0.0027  -0.048
O  0.0052  -0.004  -0.0405
O  -0.004  -0.0041  -0.0128
O  -0.0007  0.0053  -0.0236
O  0.0007  0.0035  -0.0326
O  -0.0051  0.0065  -0.0475
O  -0.0051  -0.0034  -0.0238
O  -0.0004  0.0024  -0.0446
O  0.0057  0.0106  0.0012
O  0.0103  0.0063  0.015
O  0.005  -0.0072  -0.0347
O  -0.0015  0.0016  -0.0023
O  0.0028  0.0043  -0.0289
O  0.001  -0.0021  -0.0388
O  -0.006  -0.0092  0.0175
O  0.0014  0.0079  -0.0385
O  -0.0008  -0.006  -0.0484
O  -0.0007  -0.0004  -0.007
O  0.0042  -0.0023  -0.0261
O  -0.0027  0.0129  0.0095
O  0.0017  -0.0033  0.0002
O  -0.005  -0.0083  0.0075
O  0.012  0.0162  -0.0304
O  -0.0085  -0.0079  -0.0368
O  -0.0063  -0.0026  -0.0311

The program warned: the cutoff lies below the one the program advises for these potential files; the exchange-correlation potential is rough where the density is thin.
